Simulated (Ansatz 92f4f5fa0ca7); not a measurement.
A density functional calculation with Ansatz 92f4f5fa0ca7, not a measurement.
Periodic cell of 288 atoms, Si194O94, from a study of silicon, its oxide and their interface. The atomic structure is a simulated model.
Doubt: the cutoff is far below the 930 eV that the study's wrapper takes by default for these files, so forces and energies are approximate.
This geometry differs little from another in the collection (a relaxation step or a small displacement).

Settings: functional PBE; potential files Ansatz PAW; basis plane waves; wave-function cutoff 580 eV; density cutoff ratio 5; exchange-correlation grid ratio 1; k mesh 1 x 1 x 1, Gamma-centred; self-consistency stop 5e-08 eV per atom in the density residual; occupations fixed; spin none; net charge 0.

Cell vectors (angstrom)
a, 11.6015, 0, 0
b, 0, 10.938, 0
c, 0, 0, 41.2529

Atoms: element, x, y, z (angstrom)
Si, 0, 0, 0.9665
Si, 3.8672, 0, 0.9665
Si, 7.7343, 0, 0.9665
Si, 1.9336, 1.3673, 0.9665
Si, 5.8008, 1.3673, 0.9665
Si, 9.6679, 1.3673, 0.9665
Si, 0, 5.469, 0.9665
Si, 3.8672, 5.469, 0.9665
Si, 7.7343, 5.469, 0.9665
Si, 1.9336, 6.8362, 0.9665
Si, 5.8008, 6.8362, 0.9665
Si, 9.6679, 6.8362, 0.9665
Si, 1.9336, 2.7345, 40.2858
Si, 5.8008, 2.7345, 40.2858
Si, 9.6679, 2.7345, 40.2858
Si, 0, 4.1018, 40.2858
Si, 3.8672, 4.1018, 40.2858
Si, 7.7343, 4.1018, 40.2858
Si, 1.9336, 8.2035, 40.2858
Si, 5.8008, 8.2035, 40.2858
Si, 9.6679, 8.2035, 40.2858
Si, 0, 9.5708, 40.2858
Si, 3.8672, 9.5708, 40.2858
Si, 7.7343, 9.5708, 40.2858
Si, 0, 0, 4.8337
Si, 3.8672, 0, 4.8337
Si, 7.7343, 0, 4.8337
Si, 1.9336, 1.3673, 4.8337
Si, 5.8008, 1.3673, 4.8337
Si, 9.6679, 1.3673, 4.8337
Si, 0, 5.469, 4.8337
Si, 3.8672, 5.469, 4.8337
Si, 7.7343, 5.469, 4.8337
Si, 1.9336, 6.8362, 4.8337
Si, 5.8008, 6.8362, 4.8337
Si, 9.6679, 6.8362, 4.8337
Si, 1.9336, 2.7345, 2.9001
Si, 5.8008, 2.7345, 2.9001
Si, 9.6679, 2.7345, 2.9001
Si, 0, 4.1018, 2.9001
Si, 3.8672, 4.1018, 2.9001
Si, 7.7343, 4.1018, 2.9001
Si, 1.9336, 8.2035, 2.9001
Si, 5.8008, 8.2035, 2.9001
Si, 9.6679, 8.2035, 2.9001
Si, 0, 9.5708, 2.9001
Si, 3.8672, 9.5708, 2.9001
Si, 7.7343, 9.5708, 2.9001
Si, 0.1391, -0.2165, 30.699
Si, 3.789, 0.3162, 30.6175
Si, 9.7317, 0.938, 30.6378
Si, 1.7467, 1.4104, 30.691
Si, 5.6657, 1.7015, 30.4914
Si, 7.9415, -0.5443, 30.4527
Si, 0.1224, 5.2785, 30.706
Si, 5.3518, 7.1162, 30.4453
Si, 8.213, 5.742, 30.0709
Si, 1.9294, 6.7384, 30.7417
Si, 3.8264, 5.3953, 30.6173
Si, 10.0973, 6.9133, 30.5664
Si, 1.9575, 2.7023, 32.6389
Si, 5.8293, 2.7236, 32.6019
Si, 9.7202, 2.4396, 32.5602
Si, -0.0241, 3.9311, 32.606
Si, 3.8827, 4.0732, 32.582
Si, 7.8514, 3.8762, 32.6465
Si, 1.9733, 8.1925, 32.6094
Si, 5.632, 8.2562, 32.516
Si, 9.7103, 8.1104, 32.5771
Si, 0.0117, 9.4717, 32.6687
Si, 3.7924, 9.7361, 32.5379
Si, 7.6995, 9.3743, 32.5378
Si, 0.0401, -0.0519, 34.553
Si, 3.8591, 0.0037, 34.5436
Si, 7.734, -0.0954, 34.4343
Si, 1.942, 1.3423, 34.5561
Si, 5.8167, 1.3045, 34.4852
Si, 9.686, 1.2316, 34.5473
Si, 0.0064, 5.4144, 34.4717
Si, 3.8731, 5.4377, 34.5045
Si, 7.7487, 5.4371, 34.4448
Si, 1.9484, 6.7867, 34.5026
Si, 5.7794, 6.8079, 34.4152
Si, 9.6867, 6.7677, 34.4998
Si, 1.9314, 2.742, 36.4451
Si, 5.8149, 2.7079, 36.4054
Si, 9.6591, 2.7155, 36.4074
Si, -0.0045, 4.0854, 36.4261
Si, 3.881, 4.076, 36.4304
Si, 7.7277, 4.0957, 36.408
Si, 1.9428, 8.1707, 36.4254
Si, 5.8099, 8.1615, 36.3872
Si, 9.6693, 8.1793, 36.4092
Si, 0.0139, 9.522, 36.4575
Si, 3.8789, 9.5321, 36.432
Si, 7.7298, 9.5396, 36.4107
Si, 0, 0, 38.3522
Si, 3.8672, 0, 38.3522
Si, 7.7343, 0, 38.3522
Si, 1.9336, 1.3673, 38.3522
Si, 5.8008, 1.3673, 38.3522
Si, 9.6679, 1.3673, 38.3522
Si, 0, 5.469, 38.3522
Si, 3.8672, 5.469, 38.3522
Si, 7.7343, 5.469, 38.3522
Si, 1.9336, 6.8362, 38.3522
Si, 5.8008, 6.8362, 38.3522
Si, 9.6679, 6.8362, 38.3522
Si, 1.9882, 2.7097, 6.814
Si, 5.7816, 2.7887, 6.7068
Si, 9.682, 2.7327, 6.7867
Si, 0.0367, 4.0457, 6.7117
Si, 3.8592, 4.1558, 6.7912
Si, 7.745, 4.0852, 6.7351
Si, 1.9103, 8.2289, 6.8141
Si, 5.7886, 8.2635, 6.7375
Si, 9.6556, 8.2612, 6.6997
Si, -0.0089, 9.6271, 6.8029
Si, 3.8451, 9.6, 6.8059
Si, 7.7237, 9.6273, 6.7795
Si, 0.0303, 0.1302, 8.7296
Si, 3.9342, -0.0315, 8.8032
Si, 7.7137, 0.1537, 8.6683
Si, 2.0055, 1.3991, 8.8405
Si, 5.7624, 1.478, 8.6346
Si, 9.6483, 1.4994, 8.8243
Si, -0.0037, 5.4373, 8.5761
Si, 3.8749, 5.5634, 8.7265
Si, 7.6938, 5.4922, 8.6096
Si, 1.8901, 6.8668, 8.7759
Si, 5.8207, 6.9025, 8.6408
Si, 9.6725, 6.7807, 8.4989
Si, 1.9109, 2.8967, 10.7175
Si, 5.7166, 2.812, 10.5864
Si, 9.4773, 2.9373, 10.7927
Si, -0.0799, 4.1645, 10.5435
Si, 3.8375, 4.2904, 10.7077
Si, 7.5636, 4.3428, 10.6722
Si, 1.3455, 7.7996, 10.9284
Si, 6.1728, 8.0513, 10.6575
Si, 9.7441, 8.3476, 10.2093
Si, -0.0183, 9.6695, 10.5948
Si, 4.547, 9.842, 10.8947
Si, 7.8642, 9.6186, 10.4745
Si, -0.128, 0.3699, 13.4311
Si, 5.5876, 0.8067, 11.93
Si, 7.6365, -0.179, 12.5284
Si, 1.9486, 2.6213, 13.0892
Si, 4.6128, 1.3402, 13.9615
Si, 8.8918, 1.8051, 12.8777
Si, 0.1445, 5.9625, 12.0306
Si, 1.5236, 4.9608, 13.6567
Si, 7.4323, 6.3735, 12.0493
Si, 3.0758, 8.6373, 12.2767
Si, 5.9607, 5.7031, 14.7008
Si, 9.7069, 7.1031, 12.1368
O, 3.8706, 7.2416, 12.7375
O, 7.0157, 6.3773, 13.6554
O, 6.6613, 4.4643, 15.4754
O, 1.2318, 1.2412, 13.6427
O, 7.5029, 9.7131, 13.8531
O, 5.4796, 6.8022, 15.7953
O, 5.7367, 12.8931, 15.0107
O, 8.0291, 2.804, 13.8938
O, 2.6258, 9.5684, 13.5908
O, 4.7343, 5.0655, 13.8469
O, 3.4738, 2.5164, 13.7096
O, 11.4132, 10.6686, 11.9292
O, 8.397, 5.0883, 28.5766
O, 4.0174, 10.44, 29.209
O, 3.7894, 4.524, 29.1896
O, 0.4718, 9.9219, 29.266
O, 6.7464, 11.4663, 30.1027
O, 6.8849, 6.6845, 30.0776
O, 0.1714, 4.6017, 29.1736
O, 5.7598, 2.8018, 29.2561
O, 4.7126, 7.932, 29.1429
O, 1.2895, 2.2367, 29.3261
O, 13.314, 7.5821, 29.3102
O, 8.0355, 9.2843, 29.2107
Si, -0.0753, 5.1891, 18.7496
Si, 10.6299, 8.6805, 14.744
Si, 2.8701, 2.6466, 26.4459
Si, 4.5674, 9.2845, 28.2338
Si, -0.8962, 3.7671, 22.9748
Si, -2.0018, 2.0794, 20.8314
Si, 13.8446, 3.855, 23.6559
Si, 2.2029, 6.9248, 23.5776
Si, 8.2929, 4.2838, 24.5953
Si, 7.4958, 8.8498, 27.7047
Si, 9.7976, 1.6827, 27.6377
Si, 0.4255, 8.3886, 28.7015
Si, 5.5392, 10.6836, 24.2678
Si, 2.9647, 8.3122, 18.1227
Si, -0.2681, 12.9329, 18.369
Si, 2.4235, 11.302, 17.5749
Si, 4.1547, 4.1474, 21.2025
Si, 9.6666, 10.291, 25.8889
Si, 5.2093, 10.5067, 21.3666
Si, 7.8722, 1.4274, 25.3533
Si, 2.9767, 10.569, 26.0177
Si, 0.59, 8.7983, 25.5384
Si, 7.2787, 0.6195, 19.7187
Si, 5.3431, 8.328, 16.3444
Si, 4.9744, 3.854, 28.2731
Si, 3.459, 10.4, 14.7781
Si, 4.4815, 1.6406, 19.4692
Si, 7.0557, 2.9091, 15.2265
Si, 3.6162, 5.5869, 12.7579
Si, 6.762, 5.5663, 22.1048
Si, 1.024, 6.6656, 16.2258
Si, 5.0406, 8.1276, 23.0418
Si, 0.6296, 3.3116, 28.2925
Si, 8.6519, 1.1842, 17.0382
Si, 7.4281, 5.621, 27.3727
Si, 7.9798, 9.6121, 15.4292
Si, 2.2257, 6.4381, 20.535
Si, 9.2968, 5.0162, 20.6312
O, -0.0079, 3.6051, 18.3706
O, 10.3386, 4.9668, 21.9085
O, 2.6026, 7.6684, 19.5588
O, 2.3789, 5.4036, 24.1248
O, 3.6735, 7.6096, 23.7522
O, 2.2713, 7.4767, 16.8911
O, -2.6397, 3.4646, 20.2269
O, 9.9091, 4.1188, 24.3605
O, 2.4966, 11.0129, 15.9666
O, 1.7215, 6.9588, 22.0053
O, 11.7456, 7.6845, 15.3307
O, 9.3104, 8.6984, 15.7022
O, 4.0173, 3.1199, 19.9475
O, 1.5233, 5.4516, 15.254
O, 1.5733, 10.078, 25.3785
O, 10.6961, 9.302, 25.1243
O, 2.3939, 9.8307, 18.2683
O, 7.3935, 7.2516, 27.395
O, -0.7929, 1.5483, 19.8577
O, 3.731, 1.2314, 18.0732
O, 2.7021, 1.0521, 26.7826
O, 8.1103, 0.3724, 18.3466
O, 6.1143, 1.7128, 19.3329
O, 6.0259, 9.5437, 27.5509
O, 1.0747, 7.6367, 24.5091
O, 6.489, 0.5698, 25.2966
O, 8.3656, 1.9174, 26.8552
O, 1.7726, 3.609, 27.174
O, 8.4661, 9.4252, 26.5491
O, 4.464, 9.2471, 15.3411
O, 0.096, 6.057, 17.3987
O, 3.2356, 3.5466, 22.4034
O, 7.5838, 5.1223, 23.42
O, 3.5987, 5.5948, 20.7304
O, 7.8018, 2.5097, 16.6243
O, 4.1103, 0.4943, 20.5884
O, 5.974, 6.933, 22.4773
O, 4.3434, 3.089, 26.9865
O, 6.4922, -0.6647, 20.3574
O, 5.7066, 4.3951, 21.6601
O, 8.0328, 5.0741, 25.9784
O, 5.6578, 11.2898, 22.7452
O, -1.4284, 2.3496, 22.3324
O, 3.5009, 9.348, 26.9917
O, 5.864, 9.0655, 24.1204
O, 1.0971, 5.4969, 19.8391
O, 10.3616, 0.2264, 27.1052
O, 1.0911, 12.1388, 17.9765
O, 10.0876, 5.6712, 19.3694
O, 4.5822, 8.3107, 17.7998
O, 9.0495, 0.4206, 24.8008
O, 7.9011, 5.8103, 20.94
O, 10.9639, 2.7892, 27.3889
O, 5.9388, 5.0122, 27.6551
O, 2.7234, 2.8637, 24.843
O, 7.6325, 2.7907, 24.5157
O, 6.8201, 9.024, 16.41
O, 0.52, 8.2839, 27.0857
O, 8.442, 0.1917, 15.7761
O, 0.6889, 3.6011, 23.2378
O, 4.015, 10.8445, 24.8
O, 10.2057, 1.6071, 17.2536
O, 8.3533, 1.0421, 20.8735
O, 4.5951, 9.0563, 21.7613
O, 9.5132, 1.7927, 29.2308
O, 10.0612, 8.2163, 13.308
O, -1.2977, 1.4831, 13.6525
O, 11.3167, -0.7864, 14.5651
O, -1.0032, 7.7678, 29.2153
O, 7.9692, 4.555, 31.143

Results
free energy: -176783.814 eV
free energy less fixed offsets of O -568.88, Si -635.61 eV per atom: -0.754 eV

Forces (eV/angstrom), in the order of the atoms: element, x, y, z
Si, -0.0002, 0.0378, 0.0237
Si, 0.0019, 0.0521, 0.02
Si, 0.0013, 0.0477, 0.0027
Si, -0.0033, -0.0538, 0.0067
Si, 0.0018, -0.0164, -0.0132
Si, 0.0016, -0.0604, 0.0022
Si, -0.0083, 0.0165, -0.0061
Si, 0.0011, 0.0459, 0.0001
Si, 0.0024, 0.034, -0.0083
Si, -0.0052, -0.0634, 0.006
Si, 0.0057, -0.0447, -0.0086
Si, 0.0034, 0.0072, -0.0312
Si, 0.0094, 0.0213, 0.0279
Si, 0.0005, 0.0302, -0.0004
Si, -0.0036, 0.0417, 0.0157
Si, 0.0031, -0.0258, -0.0136
Si, 0.002, -0.0394, -0.004
Si, 0.0023, -0.0464, -0.0171
Si, 0.0055, 0.0376, 0.0148
Si, 0.0054, 0.0612, -0.0183
Si, -0.0107, 0.0168, -0.0058
Si, -0.0149, -0.0082, 0.0138
Si, 0.0025, -0.0227, 0.0051
Si, 0.0124, -0.0494, -0.0059
Si, 0.0085, 0.1155, 0.0307
Si, -0.0911, 0.0889, 0.1087
Si, 0.0095, 0.1828, -0.0918
Si, 0.1379, -0.0484, 0.1708
Si, -0.0626, -0.0122, -0.1893
Si, -0.0165, -0.0923, 0.1254
Si, 0.1016, -0.0335, -0.1369
Si, -0.0576, 0.1684, 0.0443
Si, 0.0383, 0.1044, -0.0775
Si, -0.0409, 0.1085, 0.2676
Si, 0.0008, 0.0794, 0.0085
Si, -0.024, 0.0967, -0.2836
Si, -0.0182, 0.0988, 0.0591
Si, -0.0091, -0.0144, -0.0168
Si, 0.0103, 0.0859, 0.0371
Si, -0.0083, 0.0389, -0.0612
Si, 0.0012, -0.0485, 0.0001
Si, 0.0046, -0.0085, -0.0255
Si, -0.018, 0.0853, 0.0294
Si, 0.0039, 0.0063, -0.0376
Si, 0.0257, -0.0661, -0.0642
Si, 0.0037, -0.0565, 0.0059
Si, 0.021, -0.0875, 0.0457
Si, -0.0118, -0.0515, 0.0131
Si, -0.0051, 0.0004, -0.001
Si, 0.0015, 0.0052, -0.0022
Si, 0.0031, 0.0008, -0.0058
Si, 0.0028, -0.0059, -0.0042
Si, -0.013, 0.0023, 0.0132
Si, -0.0009, -0.0051, -0.0066
Si, -0.009, -0.0004, -0.0101
Si, -0.0025, -0.0033, 0.0046
Si, -0.0073, -0.0071, -0.0049
Si, -0.0016, -0.0004, -0.0063
Si, 0.0071, 0.0047, -0.0075
Si, 0.0055, 0.0048, 0.0008
Si, -0.0053, 0.0007, 0.0091
Si, 0.0045, -0.0071, -0.0036
Si, 0.0023, -0.0044, 0.0005
Si, 0.0063, -0.0001, 0.0078
Si, -0.0013, -0.0006, 0.0062
Si, -0.0047, 0.0197, 0.0024
Si, -0.0053, 0.002, 0.0093
Si, -0.0036, -0.0004, -0.0028
Si, -0.0097, -0.0027, 0.003
Si, 0.0102, 0.0004, 0.0056
Si, 0.0043, -0.0017, 0.0014
Si, 0.0072, 0.004, 0.0072
Si, 0.0013, -0.002, -0.0035
Si, 0.0004, 0.0015, 0.0051
Si, 0.0021, -0.0059, -0.0054
Si, -0.0004, 0.003, -0.0003
Si, -0.0033, 0.0025, -0.0014
Si, -0.0018, 0.0001, 0.0013
Si, 0.0005, 0.0023, -0.001
Si, -0.0016, 0.0021, 0.0001
Si, -0.0027, -0.0031, -0.0084
Si, -0.0024, 0.0003, -0.0008
Si, 0.0035, -0.0014, 0.0028
Si, 0.0018, 0.0034, 0.0026
Si, -0.0007, -0.0008, -0.0028
Si, -0.0007, -0.0002, 0.0001
Si, -0.0004, -0.0012, 0.0002
Si, 0.0012, 0.0005, -0.0008
Si, -0.001, -0.0003, -0.0008
Si, -0.0006, -0.0004, 0.0011
Si, -0.0008, 0.0011, -0.0036
Si, -0.0024, 0.0012, -0.0019
Si, 0.0012, 0.0004, -0.0032
Si, -0.0012, -0.0009, -0.0019
Si, 0.0006, 0.0002, -0.0024
Si, 0.0001, -0.0004, -0.0028
Si, 0.0196, -0.005, 0.0629
Si, 0.0193, -0.0568, -0.0184
Si, -0.0155, -0.0503, -0.1215
Si, -0.0041, -0.1204, 0.0931
Si, 0.0269, -0.0887, -0.0211
Si, -0.0249, -0.0564, -0.0011
Si, -0.0537, 0.0186, -0.0091
Si, 0.0477, -0.0132, 0.0257
Si, 0.0026, -0.0225, -0.0368
Si, 0.0356, -0.1826, 0.0919
Si, -0.0039, -0.1193, -0.0881
Si, -0.0024, -0.0833, 0.009
Si, 0.0008, 0.0033, 0.0036
Si, -0.0018, 0.001, 0.0022
Si, -0.0024, 0.002, 0.0013
Si, 0.0016, 0.0033, 0.0009
Si, -0.0034, 0.0011, 0.0007
Si, 0.0021, -0.0008, 0.0018
Si, 0.0002, -0.0035, 0.002
Si, -0.0004, -0.0026, 0.0003
Si, 0.0026, -0.0006, -0.0018
Si, 0.0018, -0.0036, 0.0011
Si, 0.0015, 0.0025, 0.0018
Si, -0.0022, -0.0024, 0.0029
Si, -0.0036, 0.0044, 0.0023
Si, -0.0001, 0.0016, -0.0052
Si, 0.0027, 0.0018, 0.0018
Si, 0.003, 0.002, 0.0033
Si, 0.0001, -0.0023, -0.002
Si, -0.0011, -0.0006, 0.0033
Si, 0.0199, -0.0061, -0.0097
Si, 0.0005, -0.0028, -0.0026
Si, 0.0027, 0.002, 0.0009
Si, -0.0042, 0.001, -0.0126
Si, -0.0015, 0.007, -0.0007
Si, -0.0184, 0.0063, 0.0023
Si, -0.0018, -0.0047, -0.0157
Si, -0.0093, 0.005, 0.0003
Si, -0.0027, -0.0086, 0.0034
Si, -0.0065, 0.0022, 0.0077
Si, 0.0135, 0.0002, 0.004
Si, 0.0067, 0.0008, -0.0056
Si, 0.0056, -0.0053, 0.0117
Si, 0.0074, -0.0003, -0.0058
Si, -0.0085, -0.0009, 0.0017
Si, -0.0077, 0.0069, -0.0016
Si, 0.003, -0.0014, 0.0031
Si, 0.0007, -0.0044, -0.007
Si, 0.0058, -0.0075, 0.0049
Si, -0.0077, 0.0006, -0.0045
Si, 0.0008, -0.0078, 0.0128
Si, 0.0119, -0.0096, 0.0173
Si, -0.0028, 0.0121, 0.0076
Si, -0.0001, 0.0071, -0.0061
Si, 0.0041, -0.0025, -0.0066
Si, -0.0043, 0.0124, 0.0005
Si, -0.0068, 0.0025, 0.0042
Si, -0.0044, -0.002, 0.0029
Si, -0.0108, 0.0008, -0.0026
Si, 0.0029, -0.0074, -0.0049
O, -0.005, 0.0061, 0.0003
O, 0.0044, -0.0002, -0.0012
O, -0.0008, 0.0008, 0.0011
O, -0.0001, 0.0008, -0.0009
O, 0, 0.0054, -0.0093
O, 0.0011, 0.0015, -0.0008
O, -0.0087, -0.0028, -0.0038
O, 0.0016, -0.0006, -0.0031
O, -0.0022, -0.0046, -0.0059
O, 0.0045, 0.0019, 0.0026
O, -0.0049, -0.0035, -0.0106
O, 0.0028, -0.003, -0.0035
O, 0.0023, 0.0024, 0.0044
O, -0.0011, 0.0016, 0.0025
O, -0.0048, 0.0025, 0.0029
O, -0.0009, 0.0039, 0.0016
O, 0.0048, -0.0047, -0.0048
O, 0.0026, -0.0017, -0.004
O, 0.001, 0.0048, 0.0067
O, 0.0008, 0.0008, -0.0056
O, 0.0004, -0.0059, 0.003
O, 0.0009, -0.0022, 0.0019
O, 0.0015, -0.0054, 0.0043
O, 0.0022, 0.0061, 0.0065
Si, -0.0013, 0.0023, -0.0019
Si, -0.011, 0.0322, 0.0342
Si, -0.0019, -0.0011, 0.0015
Si, 0.0001, 0.0036, -0.0013
Si, 0.0003, 0.0012, -0.0037
Si, -0.0012, 0.0018, -0.0019
Si, -0.0022, 0.0014, -0.0047
Si, 0.0014, -0.0009, -0.0034
Si, 0.0007, 0.0004, -0.0036
Si, -0.0008, 0, -0.0001
Si, -0.0031, -0.0019, 0.002
Si, 0.0003, 0.0028, -0.0061
Si, 0, -0.0015, -0.0034
Si, -0.0021, -0.0006, -0.0012
Si, -0.0011, 0.0015, 0.0004
Si, -0.0008, 0.002, 0.0011
Si, 0.0008, 0.0007, -0.003
Si, -0.0029, 0.0009, 0.0029
Si, -0.001, -0.0009, -0.0026
Si, -0.0013, 0.001, 0.0023
Si, 0.0011, -0.0006, 0.0021
Si, 0.0005, -0.0006, 0.0004
Si, -0.0004, -0.0013, -0.0008
Si, -0.0013, -0.0022, -0.0062
Si, 0.0017, -0.0002, 0.0011
Si, 0.0022, -0.0053, 0.0068
Si, -0.0005, 0.0017, 0.0014
Si, 0.0037, 0.0004, 0.0017
Si, 0.0057, -0.0041, -0.001
Si, 0.0003, 0.0009, -0.0041
Si, 0.0054, -0.0093, 0.02
Si, 0.0004, -0.0017, -0.0045
Si, 0.0006, -0.0003, -0.0012
Si, 0.0018, -0.0038, 0.0017
Si, -0.0007, 0.0032, 0.002
Si, 0.0071, -0.0021, 0.0017
Si, -0.0002, -0.0034, -0.0022
Si, -0.0016, 0.0014, -0.0033
O, 0.0001, -0.0023, 0.0014
O, -0.0004, -0.0012, 0.0025
O, 0.0018, 0.0042, -0.0048
O, -0.001, 0.0004, 0.0011
O, -0.0006, 0.0004, 0.0008
O, 0.0093, 0.0092, 0.0106
O, -0.0002, -0.001, 0.0019
O, -0.0013, -0.0004, 0.0015
O, -0.0006, -0.0005, -0.0012
O, -0.0001, 0.0003, 0.0026
O, 0.0143, -0.0203, -0.0076
O, -0.0139, 0.0071, 0.0096
O, -0.0007, -0.0014, 0.0007
O, 0.0067, -0.0179, 0.0065
O, -0.0011, -0.0001, 0.0002
O, 0.0002, -0.0003, -0.0008
O, 0.003, -0.0034, 0.0007
O, -0.0004, -0.0006, -0.0005
O, -0.0001, -0.0001, -0.0004
O, -0.0029, -0.0011, -0.0004
O, -0.0004, 0.0008, -0.0024
O, 0.0003, 0.0011, -0.0013
O, -0.0001, 0.0007, 0.0007
O, -0.0017, -0.0003, -0.0023
O, -0.0018, 0.0019, 0.0023
O, -0.0004, 0.0006, 0.0001
O, 0.0005, 0.0005, -0.0012
O, -0.0021, 0.0011, -0.0002
O, -0.0014, -0.0012, -0.0002
O, -0.0018, 0.0028, 0.0028
O, 0.001, -0.0027, 0.002
O, -0.001, 0.0004, 0.0026
O, -0.0014, 0.0007, 0.0017
O, -0.0026, 0.0024, 0.0019
O, -0.0032, 0.0036, -0.0013
O, -0.001, 0.0012, 0.001
O, -0.0016, 0.0012, 0.0028
O, 0.0019, 0.0025, 0.0006
O, -0.0001, 0.001, 0.0007
O, -0.001, -0.0003, 0.0023
O, -0.001, 0.0021, 0.0023
O, -0.001, 0.0002, 0.0026
O, -0.001, -0.0003, 0.0014
O, -0.0006, 0.0003, -0.0026
O, -0.0012, 0.0015, 0.002
O, -0.0003, 0.001, 0.0011
O, 0.0003, -0.0001, -0.0017
O, 0.0026, -0.0018, 0.0001
O, 0.001, -0.0008, 0.0017
O, -0.0036, 0, 0.002
O, 0.0006, -0.0004, -0.0003
O, -0.0002, -0.0007, 0.0019
O, 0.0013, 0.0022, -0.0009
O, -0.0024, -0.0014, -0.0011
O, -0.0003, -0.0009, 0.0025
O, -0.0006, -0.0012, 0.0012
O, -0.0018, -0.002, 0.0007
O, 0, -0.0001, 0.0031
O, -0.0023, -0.0003, 0.0004
O, 0.0008, 0, 0.0023
O, -0.0014, 0.0004, 0.0016
O, -0.0015, -0.0006, 0.0013
O, -0.0011, -0.0002, 0.0009
O, -0.0006, -0.001, 0.0033
O, -0.0002, -0.0021, 0.0039
O, -0.0246, -0.0048, -0.0494
O, -0.0031, 0.0009, 0.0019
O, 0.0089, 0.0196, -0.0008
O, -0.006, -0.0037, 0.0037
O, 0, -0.0033, 0.004

The program warned: the cutoff lies below the one the program advises for these potential files; the exchange-correlation potential is rough where the density is thin.
